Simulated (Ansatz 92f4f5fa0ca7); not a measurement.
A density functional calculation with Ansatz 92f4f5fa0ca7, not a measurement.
Periodic cell of 186 atoms, Si104O82, from a study of silicon, its oxide and their interface. The atomic structure is a simulated model.

Settings: functional r2SCAN; potential files Ansatz norm-conserving; basis plane waves; wave-function cutoff 1300 eV; density cutoff ratio 4; exchange-correlation grid ratio 1; k mesh 2 x 2 x 1, shifted by 0.5 0.5 0.5 of a step; self-consistency stop 5e-08 eV per atom in the density residual; occupations Fermi-Dirac, 0.05 eV; spin none; net charge 0.

Cell vectors (angstrom)
a	11.5403	0	0
b	0	11.5403	0
c	-3.0759	-5.0904	23.6192

Atoms and the computed forces on them: element, x, y, z (angstrom), force x, y, z (eV/angstrom)
Si	2.4708	1.6102	0.1133	0.017	-0.4942	-0.1542
Si	2.1587	5.6443	-0.1555	-0.2629	0.3074	-0.3002
Si	2.1855	9.9536	0.1123	-0.102	0.5284	-0.153
Si	6.4806	1.437	0.1714	0.0229	0.3341	-0.2734
Si	6.154	5.7524	-0.0608	0.0314	0.2488	-0.5716
Si	6.1397	8.9447	0.102	-0.1493	-0.2785	-0.1178
Si	9.8394	2.6933	-0.0771	0.0692	0.1328	-0.4334
Si	9.8968	5.7769	0.3281	0.011	0.0564	-0.7016
Si	9.7287	8.8875	0.1124	-0.0857	-0.0946	-0.3622
Si	4.4094	1.707	1.3899	0.0571	-0.0603	-0.4104
Si	4.143	5.4309	1.2165	-0.0093	0.0302	-0.2203
Si	4.1621	9.4635	1.3529	0.0341	-0.1053	-0.3441
Si	8.2132	2.0174	1.5529	0.0762	-0.1548	-0.1309
Si	7.9486	5.6155	1.5424	-0.0427	0.021	-0.1643
Si	7.9681	9.3602	1.6074	-0.036	-0.2507	-0.0968
Si	11.885	2.0308	1.1828	-0.0064	0.0518	-0.3555
Si	11.9316	5.7281	1.4301	0.1337	-0.0644	-0.1821
Si	11.7591	9.4854	1.333	-0.047	-0.0147	-0.254
Si	4.2508	3.621	2.734	-0.01	-0.1136	0.0102
Si	4.1226	7.433	2.632	0.1701	0.1865	-0.0999
Si	4.2675	11.3837	2.7607	-0.1216	-0.0446	0.0871
Si	8.0389	3.7783	2.9727	-0.0848	-0.0871	0.1476
Si	7.9871	7.4816	2.9366	-0.1621	0.0838	0.2285
Si	8.1411	11.484	2.761	0.0189	-0.0565	0.0968
Si	11.939	3.7866	2.7503	-0.0554	0.0667	0.0889
Si	11.9159	7.6048	2.7773	0.024	0.0866	0.0948
Si	11.8048	11.5462	2.5868	0.1243	-0.0173	-0.1644
Si	2.3197	3.6752	4.1294	-0.0671	-0.0245	0.0865
Si	2.2966	7.5187	4.1356	-0.1389	-0.0955	-0.0083
Si	2.241	11.4555	4.0252	0.0433	0.0455	-0.0576
Si	6.0713	3.6468	4.2244	0.1141	0.1404	-0.0436
Si	5.9853	7.5013	4.1385	0.0964	-0.0726	-0.2746
Si	6.1706	11.4635	4.1232	-0.1036	0.0949	-0.1755
Si	10.0452	3.7541	4.183	0.0204	-0.0231	0
Si	10.005	7.5384	4.1591	-0.0437	-0.0581	-0.1138
Si	10.0474	11.4951	4.1234	0.0311	0.0403	-0.1126
Si	2.1848	1.7813	5.563	0.1343	-0.015	-0.0785
Si	2.3636	5.5797	5.5517	-0.0883	-0.0449	-0.1052
Si	2.3088	9.5109	5.3849	0.0071	0.0832	-0.0528
Si	6.0945	1.7581	5.643	-0.042	-0.0416	0.1824
Si	6.0158	5.5855	5.488	0.0306	0.0545	0.0558
Si	6.1257	9.5047	5.3546	-0.0134	-0.0298	0.0596
Si	10.1013	1.8306	5.5703	-0.2599	-0.044	0.0503
Si	9.9429	5.6415	5.5332	0.1455	-0.0904	0.1833
Si	10.0756	9.5377	5.3747	0.0022	0.1469	0.06
Si	4.0498	1.786	6.9873	0.0169	0.0527	-0.0028
Si	4.2821	5.5329	7.0323	-0.0309	-0.0674	0.1288
Si	4.2445	9.4098	6.728	0.0243	0.1282	-0.2319
Si	8.167	1.7989	6.8895	0.1121	0.0941	-0.2129
Si	7.915	5.6491	6.8134	-0.0963	-0.0839	-0.2601
Si	8.1035	9.5913	6.5998	0.1032	0.0228	-0.4477
Si	11.8999	1.7935	7.1612	0.0113	0.0661	0.1849
Si	11.9056	5.5498	6.8037	-0.1028	-0.0843	-0.2839
Si	11.9571	9.626	6.7865	-0.0178	0.0151	-0.153
Si	4.0983	3.6537	8.5781	0.0172	0.0178	0.0784
Si	4.429	7.5791	8.2213	0.1258	0.0952	0.2925
Si	4.1028	11.2521	8.1006	-0.1024	-0.0725	0.256
Si	7.9578	3.7377	8.2014	-0.0777	-0.1097	0.0115
Si	8.0309	7.7282	7.8893	-0.1118	0.0794	0.2195
Si	8.2252	11.3315	8.1423	0.0493	-0.0627	0.2051
Si	11.814	3.8739	8.4774	-0.0239	0.0589	0.109
Si	11.9958	7.5881	7.8382	-0.0272	-0.0668	0.1687
Si	11.9283	11.2938	8.5562	0.0974	-0.1078	0.041
Si	2.113	4.4985	9.8721	-0.0924	0.2673	0.5248
Si	2.3259	7.5371	9.1699	-0.1667	0.0455	0.8762
Si	2.4244	10.5668	9.6829	0.2266	-0.2081	0.6112
Si	6.1584	2.9013	9.6132	0.0761	-0.2802	0.7202
Si	6.4331	8.3505	9.5244	0.2981	0.1122	0.6335
Si	6.1538	11.3279	9.1442	-0.2076	0.2475	0.8419
Si	9.737	4.5378	9.5386	-0.2224	0.3083	0.7099
Si	10.0238	7.6545	9.0209	0.0433	-0.1206	1.0002
Si	9.9307	10.6536	9.7886	-0.1146	-0.2593	0.8177
Si	1.0998	-0.4147	16.0436	0.0336	-0.037	0.125
Si	4.66	5.4706	22.2561	-0.1348	-0.0689	-0.1531
Si	11.7131	6.5665	15.9801	0.0906	-0.1208	0.1295
Si	4.9363	3.0938	14.919	-0.0717	-0.1213	0.0929
Si	7.66	7.1373	12.2543	-0.118	0.0117	0.3113
Si	5.647	7.5789	14.416	-0.0215	0.1025	0.0574
Si	12.6733	4.4352	12.8252	-0.0853	0.1634	0.425
Si	2.526	-0.5538	12.7291	0.0906	-0.114	0.3292
Si	9.3392	1.8007	16.5502	-0.0989	-0.0234	0.063
Si	3.5879	5.5983	14.3489	-0.072	0.0889	0.0302
Si	7.4591	6.1492	18.466	-0.0617	-0.0732	-0.1016
Si	7.573	2.1283	13.9456	-0.0167	-0.0598	0.1621
Si	7.7657	4.1539	11.8704	0.0541	-0.0954	0.3528
Si	3.8315	12.0107	15.1929	0.0603	0.0666	0.1714
Si	9.3545	0.1606	12.855	-0.1629	0.1807	0.3334
Si	11.5222	3.8101	17.2718	0.2322	0.0766	-0.0832
Si	10.7351	3.0602	21.4277	0.0307	0.2028	-0.4291
Si	4.8216	8.0966	21.3597	-0.0142	0.4061	-0.4533
Si	1.2981	2.2812	19.4771	-0.003	0.0001	-0.2289
Si	9.1213	3.5612	18.9515	-0.1109	0.0512	-0.1643
Si	1.076	8.7352	14.2005	0.0011	-0.0441	0.0331
Si	11.9573	1.479	13.7921	0.0197	0.0531	0.3514
Si	5.393	5.4671	16.4247	0.1579	-0.0057	0.2355
Si	9.0172	10.4249	15.5988	-0.0414	-0.089	0.1856
Si	8.1513	8.7853	19.7443	-0.0994	0.1475	-0.2239
Si	3.3146	0.2866	20.3488	0.1004	-0.031	-0.535
Si	10.6678	6.728	13.2488	0.0604	0.0777	0.2074
Si	10.4951	-1.8493	21.3678	0.0218	-0.2052	-0.3251
Si	0.7331	-0.5718	19.1488	-0.0125	-0.0277	-0.2965
Si	5.8782	10.1343	16.1448	-0.1205	-0.0204	0.0798
Si	9.5489	7.952	17.253	0.1229	-0.1083	-0.0604
Si	5.5	-1.4549	19.2492	0.0661	0.1048	-0.1968
O	2.8786	2.1754	-1.3827	-0.2544	0.1773	0.3651
O	2.1828	0.0286	-0.0926	0.0669	-0.0652	0.2946
O	2.811	1.7685	19.8208	-0.2113	-0.2664	0.2339
O	1.8051	4.5416	-1.3175	0.2091	0.1372	0.2278
O	11.2764	-1.5171	19.9884	-0.1126	0.0915	0.2706
O	6.629	2.1457	-1.3321	0.2067	-0.5064	0.4178
O	10.5562	4.4794	22.1514	0.0748	-0.3367	0.2645
O	3.3478	0.1769	21.9748	-0.1939	0.1465	0.7721
O	2.2467	-0.7841	19.7107	-0.039	0.2984	0.1934
O	7.0892	-0.0985	-0.1039	-0.0349	0.2899	-0.2689
O	6.5808	9.4147	-1.4482	0.2423	0.2174	0.445
O	10.6508	2.7733	16.3375	-0.0216	-0.0548	0.2303
O	9.3132	1.9122	-1.4513	-0.1356	0.1787	0.1379
O	11.8502	0.9799	19.378	0.2382	-0.024	0.0624
O	9.8547	4.3199	-0.5439	0.0698	-0.2382	0.6043
O	4.7251	6.5055	21.0141	0.0378	-0.0851	0.4531
O	9.7987	7.2914	-0.4737	0.0193	-0.0024	0.7561
O	5.4439	9.818	17.6637	0.0942	0.0645	0.1208
O	2.1986	6.1584	10.1081	0.1933	-0.3983	-0.5697
O	2.9267	-0.4599	11.1704	-0.2679	-0.1235	-0.431
O	2.1027	5.3724	13.7628	-0.062	-0.1787	-0.1774
O	9.485	2.9023	20.3917	0.2834	0.0843	0.1287
O	2.197	8.9486	10.0325	0.1751	0.3694	-0.4705
O	6.5111	3.4581	11.1141	0.1612	0.0644	-0.2909
O	7.228	7.7098	10.8113	-0.2156	0.0587	-0.1576
O	1.3594	7.5266	15.3207	-0.3153	0.0312	-0.1604
O	3.7244	11.6058	13.6263	-0.2343	-0.0281	-0.0041
O	6.1808	9.9226	10.0662	0.0945	-0.3923	-0.7874
O	6.1273	1.2555	9.953	0.0288	0.2968	-0.7564
O	10.0495	9.0031	10.0282	-0.1968	0.1962	-0.6366
O	11.3775	5.4129	12.5665	0.053	-0.0294	-0.0089
O	2.7253	-0.3467	16.0678	-0.0879	0.1589	-0.2445
O	2.2373	-2.0827	13.2947	-0.107	0.2959	-0.048
O	12.3392	3.0487	13.6218	0.0264	0.0497	-0.2247
O	5.6461	3.8647	16.1848	-0.2169	0.2192	-0.2986
O	8.1293	3.4859	13.2937	-0.1925	-0.0275	-0.362
O	6.2396	6.4103	15.3901	-0.3029	0.0263	-0.1008
O	1.2539	0.4504	12.8597	0.0106	-0.056	0.029
O	5.9429	5.8865	17.8932	0.1934	0.0362	-0.0934
O	9.662	-0.3342	11.3476	0.1536	-0.1817	-0.7232
O	11.5922	8.0737	13.1263	0.0073	-0.1699	0.1612
O	3.8048	5.714	16.0039	0.3254	-0.117	-0.3883
O	10.4504	4.3322	18.3829	-0.1107	-0.3175	-0.0465
O	10.5451	6.3854	14.8473	0.229	0.1203	-0.2722
O	7.9728	4.7116	19.0415	0.1514	0.0235	-0.0719
O	5.2629	11.562	15.7538	-0.1545	-0.1108	-0.1168
O	9.1934	8.9126	18.5032	-0.1604	-0.2365	0.1138
O	9.5676	8.9464	15.9768	-0.1067	0.0993	0.09
O	9.1503	4.0509	11.0135	0.0422	0.1491	-0.2441
O	9.3248	10.5445	14.005	0.0102	0.24	-0.1805
O	9.2415	7.1353	12.6159	-0.1166	-0.0381	-0.2149
O	3.7343	13.6297	15.3895	0.2302	-0.1262	-0.1885
O	8.4474	6.7305	17.2836	-0.0356	0.1318	0.2866
O	0.6369	-0.8095	17.5452	0.0717	0.1752	0.1582
O	5.2857	8.9344	15.2283	0.1687	-0.1103	-0.0282
O	1.2263	3.0815	18.0562	-0.254	-0.0879	0.1932
O	7.4516	10.3414	15.9711	0.165	-0.0431	-0.1115
O	10.421	1.3015	13.326	-0.0318	-0.2053	-0.0581
O	6.8034	7.9649	13.3603	0.1005	-0.2548	-0.2192
O	0.4947	9.9594	15.0983	0.1421	-0.0406	-0.1443
O	9.8958	6.1803	9.8035	0.0017	-0.1837	-0.3593
O	1.8155	3.9766	11.4202	0.1597	0.1762	-0.438
O	7.898	0.8806	12.9573	0.258	0.0389	0.0297
O	11.0395	7.2892	17.2815	-0.1728	0.0307	-0.2814
O	10.7307	1.9615	22.6134	0.0743	-0.4564	0.193
O	4.3821	4.2388	13.9094	-0.0225	0.1464	0.2188
O	7.4465	7.3036	19.6324	0.1167	0.16	-0.0811
O	9.6307	0.1744	16.4493	-0.044	0.0158	-0.2078
O	12.1836	3.1407	20.6783	-0.212	-0.159	0.111
O	4.7045	8.8728	19.9577	0.211	-0.0979	0.4455
O	5.974	2.1844	14.0989	0.1161	0.1493	0.0615
O	9.0504	9.003	21.0679	0.0963	0.1625	0.0333
O	4.2838	6.9526	13.7333	0.1439	-0.2035	0.2281
O	12.1622	5.063	16.4457	-0.22	0.0744	0.0181
O	6.1573	4.8282	22.4984	-0.2965	-0.1083	0.2587
O	8.2353	2.0393	15.4091	0.0151	-0.0524	-0.1828
O	5.908	7.3554	-0.1799	0.1692	0.188	0.063
O	7.0655	9.9994	19.6864	-0.0277	-0.2988	0.0452
O	8.7069	2.3044	17.9772	0.3507	0.2167	-0.0581
O	0.6692	0.9943	15.3401	-0.0145	-0.1294	-0.2458
O	7.1881	5.6063	12.2497	0.2258	-0.0447	-0.1988
O	4.7835	-0.0601	19.7066	-0.2211	-0.137	0.2513

Results
free energy: -50299.255 eV
free energy less fixed offsets of O -463.61, Si -117.95 eV per atom: -16.435 eV
pressure: -1.88 GPa
stress xx, yy, zz, yz, xz, xy (GPa, positive in tension): 1.06, 2.64, 1.92, -0.09, 0.12, 0.25
